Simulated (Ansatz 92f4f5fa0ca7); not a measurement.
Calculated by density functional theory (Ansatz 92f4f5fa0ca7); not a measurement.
Periodic cell of 192 atoms, Si128O64, from a study of silicon, its oxide and their interface. The atomic structure is a simulated model.
This geometry differs little from another in the collection (a relaxation step or a small displacement).

Settings
functional: r2SCAN
potential files: Ansatz PAW
basis: plane waves
wave-function cutoff: 800 eV
density cutoff ratio: 5
exchange-correlation grid ratio: 1
k mesh: 1 x 1 x 1, shifted by 0.5 0.5 0 of a step
self-consistency stop: 1e-10 eV per atom in the density residual
occupations: fixed
spin: none
net charge: 0

Cell vectors (angstrom)
a  10.887  0  0
b  0  10.887  0
c  0  0  28.0121

Atoms and the computed forces on them: element, x, y, z (angstrom), force x, y, z (eV/angstrom)
Si  -0.273  0.5578  -0.0531  0.001  0.0007  -0.0008
Si  2.9773  2.5534  -0.0415  0.0003  0  -0.002
Si  -0.1212  5.8376  0.3621  0.0006  0  -0.0009
Si  2.792  7.8928  0.0979  -0.0004  0.0008  -0.0003
Si  5.1143  0.2585  0.1147  0.0002  0  -0.0002
Si  8.2268  2.623  0.1148  -0.0006  0.0006  -0.0003
Si  5.2654  5.8924  -0.0495  0.0016  0.0005  -0.0005
Si  8.497  8.0677  0.0803  -0.0006  0.0006  -0.0007
Si  1.3522  1.5196  1.3379  0.0003  0.0002  0.0001
Si  4.1325  4.1939  1.2271  0.0002  0.0006  0.0014
Si  1.4031  6.9008  1.6926  0.0007  0.0014  0.001
Si  3.925  9.5764  1.3531  -0.0007  -0.0009  0.0001
Si  6.7229  1.4056  1.4134  0.0005  -0.0002  0.0015
Si  9.4553  4.1896  1.3918  -0.0002  -0.0001  0.0004
Si  6.8118  6.9711  1.3541  0.0008  0.0005  -0.0005
Si  9.6046  9.714  1.2942  0.0004  0.0004  -0.0002
Si  -0.0136  2.8418  2.7344  0.0002  -0.0003  0.0004
Si  2.6099  0.0624  2.7293  0  0  0
Si  -0.0039  8.3678  2.8057  0.0002  0.0009  0.0004
Si  2.7817  5.4138  2.7902  0.0011  -0.0007  0.0001
Si  5.4151  2.8398  2.7124  0.0001  0.0001  0.0014
Si  8.1515  0.0512  2.7124  0.0004  0.0004  0.0007
Si  5.4085  8.2871  2.7088  0.0002  -0.0002  0
Si  8.0901  5.5342  2.7431  0.0002  0.0004  0.0002
Si  1.3707  4.1131  4.1349  0  -0.0005  0.0007
Si  4.0456  1.4238  4.036  0.0004  0.0002  0.0006
Si  1.3409  9.6348  4.1887  0.0003  0.0003  0.0005
Si  4.1205  6.8433  4.0853  0.0002  -0.0005  0.0003
Si  6.7818  4.1433  4.1124  -0.0003  0.0002  0.0012
Si  9.5231  1.4178  4.0657  0.0004  0  0.0003
Si  6.7947  9.5845  4.0882  0.0003  -0.0002  0.0002
Si  9.5044  6.8969  4.0619  -0.0001  0.0004  0.0003
Si  -0.0407  0.0691  5.4995  -0.0001  0.0002  0.0003
Si  2.7065  2.7234  5.4685  0.0005  0.0006  0
Si  -0.011  5.508  5.4269  0.0001  0.0002  0.0006
Si  2.7264  8.1957  5.4413  0.0001  -0.0004  0.0002
Si  5.4227  0.0604  5.417  0.0002  0  0.0006
Si  8.1598  2.7597  5.4375  0.0001  -0.0006  0.0004
Si  5.4388  5.4819  5.4806  -0.0001  -0.0004  0.0003
Si  8.1351  8.1967  5.4516  0  -0.0001  0.0002
Si  1.3657  1.3705  6.8398  0.0003  0.0003  0.0001
Si  4.0799  4.0863  6.8123  0.0002  0.0003  0.0002
Si  1.3649  6.828  6.8006  0.0003  0.0003  0.0002
Si  4.0959  9.5441  6.7923  0.0002  0.0005  0.0001
Si  6.804  1.3779  6.7948  0.0003  0.0005  0.0001
Si  9.5388  4.1053  6.792  0.0001  0.0002  0.0001
Si  6.818  6.8112  6.8252  0.0002  0.0003  0.0003
Si  9.5067  9.5348  6.8165  0.0003  0.0002  0.0001
Si  0.0024  2.7213  8.1618  -0.0001  0.0005  0.0003
Si  2.725  -0.0162  8.1736  0.0005  0  0.0003
Si  -0.0125  8.154  8.1651  0.0002  0.0001  0.0003
Si  2.7102  5.4389  8.1559  0  0.0005  0.0003
Si  5.4455  2.7131  8.1667  0.0003  0.0002  0.0005
Si  8.1453  -0.0101  8.1661  -0.0002  0.0006  0.0004
Si  5.4439  8.1614  8.1545  -0.0001  0.0004  0.0002
Si  8.1687  5.4292  8.1715  0  -0.0002  0.0004
Si  1.3756  4.0513  9.5115  0.0003  -0.0002  0.0004
Si  4.1074  1.3267  9.5299  0  0.0001  0.0003
Si  1.3629  9.4931  9.5158  0.0002  0.0001  0.0003
Si  4.1047  6.7695  9.504  0.0004  -0.0001  0.0004
Si  6.825  4.0409  9.5295  -0.0001  0.0001  0.0005
Si  9.5448  1.3239  9.5063  0.0002  -0.0001  0.0006
Si  6.8074  9.4867  9.5223  0.0004  -0.0001  0.0003
Si  9.5383  6.7611  9.5335  0.0002  0.0001  0.0003
Si  -0.0052  -0.0569  10.8857  0.0001  0  0.0008
Si  2.7428  2.6928  10.8727  0  -0.0001  0.0007
Si  -0.0091  5.3478  10.8767  0  -0.0001  0.0008
Si  2.7343  8.1172  10.8431  0.0003  0.0002  0.0002
Si  5.4659  -0.0535  10.8911  0  -0.0003  0.0009
Si  8.1977  2.6606  10.8748  0.0003  0.0001  0.0007
Si  5.4465  5.3833  10.8816  0.0001  0  0.0005
Si  8.1531  8.1032  10.8822  0.0001  0  0.0006
Si  1.3806  1.3195  12.2029  0.0002  -0.0002  0.0003
Si  4.1167  4.0062  12.2727  0.0001  0.0001  0.0007
Si  1.3986  6.6971  12.1478  0.0007  -0.0003  0
Si  4.0894  9.4566  12.2219  0.0001  -0.0002  -0.0008
Si  6.8811  1.2728  12.232  0.0005  -0.0003  0.0002
Si  9.55  3.9661  12.2853  -0.0001  0.0002  0.0004
Si  6.8272  6.6983  12.2476  0.0004  -0.0001  0.0003
Si  9.5123  9.4435  12.2472  0.0002  0  0.0002
Si  0.0372  2.5832  13.6527  0.0004  0  0.001
Si  2.7386  -0.0298  13.5422  0  0.0005  0.0002
Si  0.0098  7.9887  13.471  -0.0001  -0.0006  0.0011
Si  2.7012  5.3745  13.5832  0  0.0001  0.001
Si  5.5408  2.616  13.5826  0.0005  0.0002  0.0014
Si  8.1863  -0.0885  13.6674  -0.0002  0  0.0014
Si  5.4302  8.0498  13.5578  -0.0003  0.0003  0.0009
Si  8.167  5.3014  13.6373  0  -0.0007  0.0005
Si  1.3907  3.9883  14.9793  -0.0003  0  0.0007
Si  4.1918  1.2558  14.9196  0.0003  -0.0008  0.0006
Si  1.3433  9.3966  14.7262  0.0002  -0.0001  -0.0005
Si  4.0873  6.6933  14.9464  0.0005  0  -0.0002
Si  6.8667  3.8949  15.061  0.0004  -0.0007  0.0009
Si  9.6344  1.1797  15.0941  0.0005  -0.0002  0.0004
Si  6.764  9.384  14.9397  0  0.0003  -0.0003
Si  9.6192  6.6268  14.9184  0.0009  -0.0008  -0.0001
Si  -0.1864  -0.6178  16.2668  0.0001  -0.0008  0.0026
Si  3.0775  2.8722  16.1495  0  0.0001  0.0011
Si  -0.2121  5.0353  16.3559  0.0009  0.0007  0.0015
Si  2.859  8.3215  16.0991  -0.0006  -0.0005  0.0046
Si  5.183  -0.4054  16.3073  0.0005  0.0013  0.001
Si  8.481  2.7132  16.4228  -0.0002  -0.0005  0.0005
Si  5.2432  5.1081  16.2454  0.0002  0.0004  0.0007
Si  8.365  8.156  16.1127  0  -0.0003  0.0015
Si  -0.7834  27.2756  25.0005  -0.0008  -0.0003  0.001
Si  32.8892  -19.0378  20.8156  0.0007  -0.0011  0.0005
Si  -3.5107  4.593  25.9719  -0.0001  -0.0004  0.0038
Si  8.031  -5.5167  20.2412  -0.0006  0.0002  0.0002
Si  3.8901  24.7893  21.4022  0.0002  -0.0003  0.0003
Si  -4.3807  23.5666  21.8775  -0.0003  -0.0003  0
Si  0.2087  10.936  24.888  0.0026  -0.0007  -0.0008
Si  -20.727  -2.1474  18.4473  0.0008  -0.0013  0.0016
Si  -24.8469  -16.366  23.2686  -0.0004  0.0004  0.0004
Si  -7.9673  -15.3476  24.0206  -0.0014  0.0006  0.0005
Si  10.8996  6.2224  19.2392  0.0003  -0.0006  -0.0002
Si  -13.5661  0.3137  23.6907  0.0003  -0.0002  0.0003
Si  8.2063  24.3825  19.4306  -0.0001  0  -0.0009
Si  -5.1518  7.6606  23.623  0.0004  0.0001  0.0001
Si  12.6255  16.023  21.4992  0  0.0003  0.0003
Si  35.1802  2.0337  19.0725  -0.0006  -0.0003  0.0007
Si  23.3698  26.2338  26.0132  0.0005  0.0002  0.0009
Si  24.495  -11.6074  20.3424  -0.0002  -0.0028  -0.0009
Si  1.0894  -13.6844  25.4453  -0.0003  0.0014  -0.001
Si  5.5638  -1.2132  19.0843  -0.0005  0  -0.0004
Si  6.5459  -25.6857  18.3328  0.0005  -0.0008  0.0002
Si  1.8558  -31.7086  22.5395  0.0004  0.0001  0.0007
Si  39.2013  -22.7822  21.7456  0.0012  -0.0008  -0.0003
Si  17.6252  31.2898  25.8911  0.0001  0.0015  0.0021
O  -1.5022  20.2319  -11.4624  -0.0002  0.0004  0.0003
O  -10.8301  39.5077  -2.7066  0.0007  0.0001  -0.0004
O  -8.5895  14.0048  -1.4349  0  0.0015  0.0009
O  0.2675  -12.4454  -3.1609  0.0015  0.0028  0.0051
O  -16.0052  -0.5986  -1.0995  0.001  0.0004  -0.0005
O  22.1235  0.3928  -1.5536  0.0001  -0.0009  -0.0013
O  0.5359  23.1853  -6.3167  0.0008  -0.0004  0.0004
O  -5.0495  8.5113  -3.0158  0.0004  0.0001  0
O  13.2916  7.8549  -3.4652  -0.0028  -0.0004  0.0018
O  23.8112  7.9044  -10.5611  -0.0009  0.0013  0.0002
O  10.6985  -3.1119  -9.1805  0.0031  0.001  0.0002
O  36.5348  -19.3088  -8.1471  -0.0005  -0.0005  0.0011
O  13.6102  -5.5913  -2.8254  -0.0004  0.0019  -0.0002
O  22.3314  4.0318  -6.2671  -0.0001  -0.0011  0.0007
O  0.9789  5.253  -0.7196  -0.0003  -0.0002  0
O  8.1884  -30.6254  -10.1049  0.0003  0.0005  0.0008
O  17.9418  -4.3088  19.8135  0.0007  -0.0008  0.0006
O  9.4016  -5.3175  23.5554  -0.0001  -0.0002  0.0005
O  -6.6345  -22.7833  19.9856  -0.0022  0.0006  0.0013
O  20.2432  12.4417  27.6382  0  0.0001  0.0005
O  -12.0372  11.4106  24.1472  0.0001  0  0.0009
O  -3.2753  1.722  23.0867  -0.0001  -0.0007  0
O  5.7933  -16.0347  17.6371  0.0003  0.0002  0.0005
O  0.5681  10.1278  17.7329  0.0005  -0.0015  -0.0002
O  28.9079  -6.4751  24.3712  0.0004  0.0003  0.0008
O  -9.4389  -10.1786  24.0794  -0.0027  -0.002  0.0018
O  5.6969  -0.1365  17.8625  0.0006  -0.0008  0.0003
O  22.0668  16.3344  17.8454  -0.0002  0.0005  0.0009
O  -8.4206  -11.3027  21.9087  0.0009  -0.0013  -0.0024
O  -3.0549  -3.4869  17.4553  -0.0001  -0.0004  0.0012
O  23.5739  -1.9309  19.8527  0.0016  0.0025  -0.0036
O  4.1195  4.0101  16.6922  0.0005  -0.0001  -0.0006
O  9.5812  5.7566  20.043  0.0004  0.0002  0.0007
O  -5.2229  -13.1037  22.3598  0.0002  -0.0019  0.0015
O  23.0393  13.7978  19.5789  0.0001  0.0004  0.0006
O  20.4096  -6.953  16.7039  0.0005  -0.0002  0.0004
O  2.977  12.999  22.3993  0.0004  -0.0012  0.0004
O  -9.1794  30.103  26.9379  -0.0004  -0.0003  -0.0005
O  7.1078  -4.0484  23.4428  -0.0009  0  -0.0003
O  18.7603  19.5379  26.6809  -0.0007  0.0014  0.0001
O  -6.8174  23.1689  27.5355  -0.0003  0.001  0.0001
O  12.8143  6.0692  22.7955  0.0005  0  0.0015
O  18.5765  15.0158  19.2788  0.0003  -0.0009  0.0007
O  5.5123  8.1983  18.4268  0.0004  0.0001  0.0006
O  15.3645  6.6347  23.6308  -0.0001  0.001  0
O  2.5634  2.1152  17.4855  0.0005  0.0001  0.0008
O  7.4747  -7.6881  26.7837  -0.0001  -0.0001  0.0006
O  -4.096  -1.1793  20.1494  0.0002  0.0004  0.0003
O  11.1637  -6.633  25.0708  0.0001  0.0003  0.0013
O  4.0165  -3.9763  27.5343  -0.0001  -0.0003  -0.0002
O  7.9714  -0.8118  22.5182  0.0003  0.0002  0.0003
O  7.4105  10.6728  24.992  0  -0.001  0.0004
O  -19.5476  0.5234  19.4687  0.0002  -0.0013  -0.0004
O  18.1089  12.697  20.4224  -0.0002  0.0006  0.0013
O  -9.5891  -4.8883  20.2037  -0.0001  -0.0001  0.0007
O  3.2228  4.4811  21.3347  -0.001  -0.001  0.0009
O  7.7009  15.7823  21.751  0.0002  0  0.0003
O  3.8894  -12.2635  16.5426  -0.0007  -0.0015  0.0003
O  -1.1514  -14.761  27.8203  0.0003  -0.0004  0.0008
O  -5.1756  11.265  21.9791  0.0004  0.0002  0.0003
O  -5.475  -7.8984  21.9628  -0.0001  -0.0011  0
O  19.7496  5.2879  26.0583  -0.0001  -0.0007  -0.0004
O  20.537  -8.2579  20.1704  -0.0002  -0.0006  0.0003
O  27.9171  5.4442  26.6245  0  -0.0005  -0.0007

Results
free energy: -118374.676 eV
free energy less fixed offsets of O -570.45, Si -639.56 eV per atom: -2.196 eV

The program warned: the cutoff lies below the one the program advises for these potential files; the forces do not sum to zero within the program's tolerance; empty levels may hold ghost states of the PAW files; the exchange-correlation potential is rough where the density is thin.
